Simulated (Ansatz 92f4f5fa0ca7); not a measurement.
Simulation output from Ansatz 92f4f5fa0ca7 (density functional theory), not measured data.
Periodic cell of 226 atoms, Si133O92As1, from a study of silicon, its oxide and their interface. The atomic structure is a simulated model.
Doubt: the cutoff is low for norm-conserving oxygen, so forces and energies are approximate.
Doubt: the program's own warning below bears on the result.

Settings
functional: HSE06
potential files: SPMS norm-conserving
basis: plane waves
wave-function cutoff: 800 eV
density cutoff ratio: 4
exchange-correlation grid ratio: 1
k mesh: 1 x 1 x 1, Gamma-centred
occupations: fixed
spin: none
net charge: +1 e, with a uniform compensating background and no finite-size correction

Cell vectors (angstrom)
a, 10.938, 0, 0
b, 0, 10.938, 0
c, 0, 0, 31.9494

Atoms: element, x, y, z (angstrom)
Si, 10.6256, 0.0005, 24.414
Si, 5.0761, 0.1211, 24.661
Si, 2.8211, 2.29, 24.5261
Si, 8.5701, 2.4371, 24.5592
Si, 10.7082, 5.5855, 24.3306
Si, 5.1566, 5.6139, 24.4446
Si, 2.9887, 7.956, 24.4024
Si, 8.4159, 7.8292, 24.4125
Si, 1.292, 1.1285, 25.8384
Si, 6.8155, 1.3277, 25.7348
Si, 3.9836, 4.0094, 25.7268
Si, 9.6896, 4.0211, 25.8507
Si, 1.3378, 6.7949, 25.6647
Si, 6.8025, 6.7208, 25.7488
Si, 4.0003, 9.4658, 25.9578
Si, 9.4809, 9.44, 25.7981
Si, 2.6325, -0.1362, 27.2893
Si, 8.138, -0.0677, 27.1405
Si, 0.0788, 2.6514, 27.2092
Si, 5.4504, 2.7195, 27.1047
Si, 2.6643, 5.415, 27.1036
Si, 8.1905, 5.3667, 27.1289
Si, 0.0099, 8.1511, 27.1261
Si, 5.5109, 8.139, 27.1802
Si, 4.0855, 1.3259, 28.4902
Si, 9.5437, 1.3142, 28.5025
Si, 1.3887, 4.0655, 28.562
Si, 6.8065, 4.0581, 28.5178
Si, 4.0786, 6.7739, 28.4852
Si, 9.5579, 6.7781, 28.476
Si, 1.288, 9.4767, 28.6272
Si, 6.8241, 9.5361, 28.5601
Si, -0.0441, -0.0217, 29.93
Si, 5.4497, -0.0136, 29.892
Si, 2.7721, 2.7124, 29.896
Si, 8.186, 2.7027, 29.8708
Si, -0.0184, 5.4384, 29.8859
Si, 5.4559, 5.445, 29.8834
Si, 2.734, 8.1405, 29.9069
Si, 8.2257, 8.1734, 29.876
Si, 1.3672, 1.3748, 31.2495
Si, 6.8225, 1.3664, 31.2544
Si, 4.1149, 4.0829, 31.2732
Si, 9.5469, 4.082, 31.2495
Si, 1.3521, 6.8067, 31.2696
Si, 6.8301, 6.841, 31.2373
Si, 4.0835, 9.5606, 31.2563
Si, 9.5511, 9.5434, 31.2874
Si, 2.7374, 0.0179, 0.6745
Si, 8.2011, 0.0185, 0.6654
Si, 0.0086, 2.7528, 0.6774
Si, 5.4858, 2.7459, 0.7034
Si, 2.7346, 5.4565, 0.6722
Si, 8.2064, 5.4934, 0.6618
Si, 0.0162, 8.2108, 0.7055
Si, 5.4798, 8.2251, 0.6747
Si, 4.0959, 1.3906, 2.0629
Si, 9.5985, 1.3618, 2.0312
Si, 1.3551, 4.1453, 2.0597
Si, 6.8492, 4.1543, 2.0417
Si, 4.0922, 6.8545, 2.0177
Si, 9.5792, 6.8414, 2.0648
Si, 1.3707, 9.626, 2.06
Si, 6.8331, 9.6327, 2.0361
Si, 0.025, 0.0461, 3.4716
Si, 5.499, 0.0593, 3.4429
Si, 2.7116, 2.7744, 3.4058
Si, 8.264, 2.7908, 3.3386
Si, 0.0289, 5.5225, 3.4791
Si, 5.4549, 5.5223, 3.4084
Si, 2.7337, 8.2303, 3.3834
Si, 8.252, 8.3141, 3.3705
Si, 1.3712, 1.4613, 4.8446
Si, 6.9093, 1.4971, 4.7281
Si, 4.0638, 4.1523, 4.7589
Si, 9.6073, 4.0831, 4.7826
Si, 1.3594, 6.9915, 4.8449
Si, 6.8798, 6.9525, 4.6714
Si, 4.0618, 9.6187, 4.7436
Si, 9.6294, 9.5797, 4.844
Si, 2.7447, 0.0433, 6.1505
Si, 8.3133, 0.1456, 6.074
Si, 0.0193, 2.8037, 6.3138
Si, 5.513, 2.8451, 6.0823
Si, 2.7355, 5.5857, 6.1213
Si, 8.2636, 5.597, 5.9702
Si, 0.0463, 8.3133, 6.3864
As, 5.5024, 8.3045, 6.2063
Si, 4.4075, 1.1932, 7.3293
Si, 9.8128, 1.1651, 7.637
Si, 1.1769, 4.5037, 7.5192
Si, 6.6509, 4.5437, 7.2544
Si, 4.2804, 6.6487, 7.5664
Si, 9.7325, 6.6191, 7.5178
Si, 1.2728, 9.9475, 7.7192
Si, 6.7608, 10.0339, 7.4285
O, 9.584, 1.2385, 23.9819
O, 4.1038, 6.8035, 23.9464
O, 4.0119, 1.2357, 24.0313
O, 9.535, 6.6976, 23.9006
O, -0.022, 5.5516, 8.0229
O, 5.546, 0.1033, 7.8975
O, 0.0675, 0.0987, 8.1558
O, 5.5515, 5.648, 7.8702
O, 7.609, 3.9734, 8.4411
O, 8.7216, 7.042, 8.77
O, 2.1847, 9.4709, 9.0437
O, 8.8749, 1.6812, 8.9207
O, 7.5999, 9.4391, 8.6903
O, 3.5995, 1.8209, 8.6038
O, 3.5964, 7.2603, 8.9307
O, 2.0853, 4.0241, 8.8141
O, 8.1391, 3.4959, 23.3655
O, 0.4515, 4.9305, 22.9537
O, 1.8972, 2.7409, 23.2457
O, 5.8321, 4.9089, 23.1169
O, 5.525, 9.9761, 23.5121
O, 2.4478, 8.6978, 23.0253
O, 0.1917, 10.0645, 23.0886
O, 7.7854, 8.5704, 23.0738
Si, 8.6617, 7.6956, 18.4448
Si, 8.7909, 6.3661, 13.6366
Si, 3.7958, 1.543, 14.7512
Si, 2.1403, 5.7499, 17.6344
Si, 2.4172, 3.1418, 19.4899
Si, 9.8165, 9.0428, 12.0864
Si, 1.3334, 9.422, 22.0746
Si, 9.1771, 0.9705, 13.2065
Si, 1.4223, 5.0588, 13.0391
Si, 1.7937, 8.2588, 12.8302
Si, 6.6472, 9.5484, 22.4247
Si, 4.531, 4.6042, 15.7212
Si, 8.2136, 3.03, 9.6025
Si, 0.8429, 8.2453, 19.265
Si, 6.95, 1.3467, 21.0922
Si, 8.2259, 8.3028, 9.6958
Si, 10.8901, 5.2091, 15.6171
Si, 7.5741, 9.5022, 16.3277
Si, 9.931, 2.0543, 20.2982
Si, 3.2206, 8.5371, 9.9388
Si, 6.6983, 3.3423, 17.4108
Si, 1.1675, 0.2095, 19.8019
Si, 3.2355, 2.8217, 12.318
Si, 7.2214, 5.3894, 19.683
Si, 5.7486, 8.6794, 11.5694
Si, 5.7863, 6.0798, 13.2154
Si, 4.6363, 9.7023, 17.6294
Si, 1.021, 3.5954, 22.1701
Si, 4.8979, 1.4819, 18.8015
Si, 3.2033, 3.0868, 9.5366
Si, 6.4572, 10.8294, 13.8078
Si, 10.3533, 0.1202, 15.9798
Si, 5.6641, 3.6685, 11.1689
Si, 9.8496, 3.9046, 11.9174
Si, 2.3444, 9.9255, 15.5582
Si, 6.0767, 8.1147, 19.8009
Si, 6.9365, 3.971, 22.3714
Si, 9.7543, 2.7799, 17.3689
O, 7.2003, 6.3881, 13.9755
O, 1.8849, 7.058, 18.6827
O, 10.2815, 4.0463, 16.533
O, 6.1677, 9.9587, 17.0561
O, 10.1536, 0.6974, 14.4697
O, 8.448, 6.1124, 18.8555
O, 5.1737, 0.6936, 14.44
O, 5.7163, 2.0522, 17.5192
O, 8.3481, 1.9372, 20.5581
O, 1.9921, 4.2982, 18.4026
O, 6.9655, 2.8128, 10.6469
O, 4.8707, 2.7147, 12.2211
O, 6.0354, 4.3922, 16.3487
O, 4.5765, 3.9229, 9.9315
O, 10.6883, 2.7704, 21.5581
O, 9.7312, 6.1694, 14.9656
O, 6.0092, 6.4792, 19.8401
O, 4.0827, 0.1673, 18.2832
O, 9.2607, 10.5648, 12.2687
O, 2.8563, 4.3665, 12.7136
O, 1.912, 10.7063, 21.2121
O, 3.995, 2.7207, 19.3832
O, 0.7309, 10.0419, 15.9676
O, 1.2789, 9.8021, 18.8377
O, 1.7118, 1.6641, 19.2713
O, 8.9427, 10.3975, 16.506
O, 4.8751, 8.5762, 18.7924
O, 9.5701, 8.7675, 10.4851
O, 6.7521, 4.0782, 18.8596
O, 2.8451, 1.7201, 13.4176
O, 5.8249, 8.7641, 21.2662
O, 2.5462, 2.4561, 10.8871
O, 7.6211, 4.8479, 21.173
O, 5.2064, 7.4862, 12.5661
O, 0.4379, 9.073, 12.4867
O, 7.585, 1.0669, 13.58
O, 7.1181, 9.641, 14.7511
O, 8.9785, 5.0415, 12.6915
O, 8.0992, 8.0391, 16.9145
O, 6.2152, 2.5712, 21.9055
O, 2.4575, 9.0745, 14.1137
O, 0.4317, 4.4959, 11.8664
O, 0.817, 8.3154, 20.9379
O, 9.4028, 3.83, 10.3526
O, 9.6595, 2.3915, 12.5366
O, 7.6215, 8.5578, 19.3968
O, 2.5563, 8.1692, 11.3745
O, 3.9771, 3.0649, 15.3804
O, 0.8288, 4.4881, 14.4428
O, 10.0487, 2.9978, 18.9608
O, 9.1454, 7.8106, 12.9386
O, 10.5143, 0.5347, 20.0768
O, 6.0287, 5.0581, 11.936
O, 8.1556, 2.7381, 17.0118
O, 3.5404, 5.4846, 16.7356
O, 4.6755, 9.1442, 10.3947
O, 1.5316, 6.6802, 13.1851
O, 4.7628, 5.4924, 14.3509
O, 2.049, 3.8515, 20.9221
O, 10.5581, 1.4198, 16.9461
O, 0.9552, 6.0749, 16.5538
O, 7.3283, 10.9492, 21.9432
O, 5.9325, 0.9101, 19.9167
O, 6.0748, 10.0395, 12.4147
O, 2.8476, 0.5479, 15.6135
O, 7.0444, 8.0161, 10.7844
O, 10.2467, 8.0143, 18.6928
O, 3.4491, 9.1951, 16.5793

Results
free energy: -58942.047 eV
free energy less fixed offsets of As -2657.37, O -447.96, Si -113.29 eV per atom: -4.787 eV
gap between the highest filled and lowest empty level on this k mesh: 1.005 eV

The program warned: the cutoff lies below the one the program advises for these potential files; the model core charge is not resolved on the grid; the forces do not sum to zero within the program's tolerance; the exchange-correlation potential is rough where the density is thin.
